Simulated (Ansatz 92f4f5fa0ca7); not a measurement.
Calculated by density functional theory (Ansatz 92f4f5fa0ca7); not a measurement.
Periodic cell of 237 atoms, Si146O90P1, from a study of silicon, its oxide and their interface. The atomic structure is a simulated model.
Doubt: the cutoff is far below the 930 eV that the study's wrapper takes by default for these files, so forces and energies are approximate.
This geometry differs little from another in the collection (a relaxation step or a small displacement).

Settings: functional PBE; potential files Ansatz PAW; basis plane waves; wave-function cutoff 580 eV; density cutoff ratio 5; exchange-correlation grid ratio 1; k mesh 1 x 1 x 1, Gamma-centred; self-consistency stop 5e-08 eV per atom in the density residual; occupations fixed; spin none; net charge +1 e, with a uniform compensating background and no finite-size correction.

Cell vectors (angstrom)
a	11.6015	0	0
b	0	10.938	0
c	0	0	32.0622

Atoms: element, x, y, z (angstrom)
Si	-0.1987	-0.0633	23.2714
Si	3.6641	0.2013	23.0823
Si	7.5612	-0.134	23.4652
Si	1.6948	1.3917	23.3997
Si	5.7266	1.4034	23.1704
Si	9.4444	1.238	23.3432
Si	0.1425	5.3165	23.4495
Si	4.1269	5.3059	23.4247
Si	8.0581	5.5958	23.5532
Si	2.1419	6.5719	23.3753
Si	6.0039	6.7654	23.5046
Si	10.0115	6.8873	23.6114
Si	1.9114	2.6667	25.3949
Si	5.828	2.6649	25.2481
Si	9.6357	2.6732	25.2564
Si	11.6051	4.026	25.3843
P	3.8996	3.9828	25.3304
Si	7.752	4.1098	25.3584
Si	1.9759	8.1637	25.1694
Si	5.7781	8.1841	25.3643
Si	9.7125	8.2711	25.449
Si	11.6387	9.5691	25.2557
Si	3.8679	9.5996	25.0532
Si	7.697	9.5301	25.4236
Si	11.661	0.008	27.1897
Si	3.9101	-0.0599	27.1171
Si	7.7607	-0.0005	27.2893
Si	2.0133	1.3241	27.3031
Si	5.8177	1.3388	27.2096
Si	9.7009	1.3433	27.2122
Si	11.5883	5.4715	27.244
Si	3.8532	5.4221	27.228
Si	7.7259	5.4637	27.2842
Si	1.9329	6.8198	27.1422
Si	5.7735	6.798	27.2627
Si	9.6586	6.8289	27.3014
Si	1.943	2.7239	29.2032
Si	5.8081	2.7233	29.1407
Si	9.6854	2.729	29.1489
Si	0.0154	4.1015	29.1696
Si	3.8715	4.0763	29.1783
Si	7.7428	4.0917	29.1965
Si	1.9563	8.1813	29.1097
Si	5.7949	8.1806	29.1883
Si	9.6794	8.208	29.2108
Si	0.0252	9.564	29.1337
Si	3.8802	9.5581	29.1089
Si	7.73	9.5547	29.2018
Si	0.0104	-0.0044	31.0875
Si	3.8653	0.002	31.0647
Si	7.732	0.005	31.1171
Si	1.9352	1.3663	31.1302
Si	5.7994	1.3655	31.0737
Si	9.6738	1.3599	31.0873
Si	0.0123	5.476	31.0972
Si	3.8746	5.4873	31.0962
Si	7.7494	5.4727	31.1292
Si	1.9413	6.8471	31.0702
Si	5.8126	6.8353	31.1236
Si	9.6836	6.8428	31.1448
Si	1.9335	2.7556	0.9925
Si	5.8008	2.7535	0.9319
Si	9.6705	2.7336	0.9682
Si	-0.0092	4.1117	0.9637
Si	3.8686	4.1186	0.9725
Si	7.7447	4.112	1.0008
Si	1.9343	8.2209	0.9457
Si	5.7998	8.2326	0.9721
Si	9.6726	8.2266	1.0111
Si	0.0026	9.5933	0.982
Si	3.863	9.5938	0.9618
Si	7.7405	9.5838	0.9903
Si	11.6126	0.0401	2.9217
Si	3.8579	0.0282	2.9155
Si	7.7419	0.0291	2.907
Si	1.9371	1.4073	2.9339
Si	5.8125	1.3717	2.8384
Si	9.6635	1.3902	2.9242
Si	11.567	5.5079	2.872
Si	3.8787	5.5033	2.9078
Si	7.7401	5.5187	2.9253
Si	1.9151	6.8264	2.8565
Si	5.8113	6.8654	2.8905
Si	9.6621	6.905	2.9758
Si	1.9134	2.8392	4.828
Si	5.8361	2.73	4.7482
Si	9.5987	2.8027	4.8353
Si	11.5414	4.1387	4.7819
Si	3.9185	4.103	4.8207
Si	7.7161	4.2093	4.8885
Si	1.8874	8.1516	4.799
Si	5.8083	8.2655	4.7896
Si	9.6613	8.3287	4.9132
Si	11.6336	9.657	4.8856
Si	3.817	9.4899	4.7877
Si	7.7212	9.6825	4.8912
Si	11.5943	0.2356	6.7783
Si	3.7507	-0.0498	6.6587
Si	7.7096	0.0596	6.9168
Si	2.0457	1.5075	6.7651
Si	5.7089	1.2776	6.6265
Si	9.6418	1.5229	6.834
Si	11.5225	5.5028	6.703
Si	3.9799	5.4367	6.7915
Si	7.7357	5.6741	6.8355
Si	1.9725	6.645	6.6541
Si	5.8101	6.9794	6.7503
Si	9.752	7.0438	6.9172
O	9.9951	7.9723	8.302
O	7.659	9.9361	8.2211
O	7.3983	4.7383	8.1691
O	3.3679	10.3525	8.2053
O	2.0351	7.5594	8.0223
O	3.9996	4.5876	8.2423
O	9.7757	2.45	8.2179
O	2.6104	2.3418	8.1228
O	11.3821	4.5748	8.0682
O	5.3586	2.371	7.8191
O	5.8118	7.9835	8.0848
O	11.3072	10.3161	8.1523
O	11.2983	10.0983	21.7902
O	3.2048	10.7268	21.5138
O	5.8017	7.7222	22.1605
O	4.2363	4.3903	22.0397
O	7.6649	9.681	22.218
O	10.3139	7.6998	22.2044
O	1.5921	2.4262	22.1139
O	5.9591	2.4128	21.8573
O	8.4484	4.6874	22.2225
O	-0.0915	4.4693	22.0279
O	2.4302	7.2665	21.9069
O	9.1209	1.8786	21.8511
Si	1.9125	7.7871	9.6083
Si	5.0489	0.5712	17.6857
Si	2.4842	5.4129	14.0171
Si	10.5476	3.8628	14.0393
Si	8.2695	2.3841	15.2504
Si	9.5348	2.2522	20.3206
Si	10.5048	3.6496	9.077
Si	0.0321	2.3146	11.5649
Si	11.0226	8.1328	15.39
Si	5.1588	6.9296	13.9929
Si	5.7489	2.6162	11.1211
Si	8.5893	7.6788	19.3913
Si	8.1068	4.8525	20.6379
Si	5.919	9.58	15.1975
Si	2.1421	7.599	20.3363
Si	1.9154	4.8857	18.7592
Si	4.4886	3.4412	18.0124
Si	8.5066	8.9203	16.8138
Si	0.8277	9.4777	13.2958
Si	9.908	10.6516	11.723
Si	5.35	3.6993	21.0264
Si	0.5703	5.5216	16.2493
Si	10.7799	9.1515	9.1496
Si	6.5653	8.8855	21.3005
Si	7.1128	7.1115	11.4902
Si	2.6726	0.7353	12.218
Si	10.9046	8.6832	21.0492
Si	6.0311	4.3247	15.6368
Si	7.0799	0.4869	12.9707
Si	4.0571	2.9815	8.5958
Si	0.8746	6.7379	11.8927
Si	6.566	9.0502	9.0781
Si	0.6508	3.311	21.1268
Si	9.7946	6.5101	12.886
Si	7.7133	4.538	9.756
Si	3.9827	10.0659	20.2177
Si	4.2573	3.033	13.5342
Si	3.8507	10.0152	9.7371
Si	8.0587	0.7714	18.0204
O	11.4988	3.2308	12.893
O	9.3384	4.4722	9.8833
O	8.7722	3.6094	19.8529
O	4.0552	-0.0804	18.8107
O	11.3091	4.5389	15.3018
O	9.8498	9.7933	10.3253
O	3.7662	1.5273	13.1417
O	0.6514	9.0578	14.8633
O	6.4807	0.9696	18.3902
O	4.7303	3.2023	19.6217
O	6.2445	1.1775	11.7401
O	0.5421	8.636	9.8661
O	5.6378	4.3183	17.237
O	8.4411	7.2145	12.3971
O	4.4047	2.6401	10.1564
O	2.0583	5.643	15.5737
O	3.3738	0.0694	10.9142
O	5.8848	7.2173	12.5543
O	2.3182	6.3523	19.3296
O	0.6319	4.93	17.7668
O	8.4127	10.6919	12.3718
O	5.4703	10.079	9.6924
O	0.6245	8.1624	20.2626
O	9.7578	2.6037	14.6776
O	1.9988	10.5877	13.2187
O	9.9437	9.1042	16.0993
O	6.1488	10.3474	13.7737
O	7.4475	1.5998	14.0971
O	1.6441	3.9461	20.0424
O	5.9001	5.7906	14.925
O	7.3356	8.9336	15.6997
O	1.5113	1.6763	11.6085
O	7.1894	8.2916	10.3682
O	4.3279	1.9793	17.3
O	7.0321	3.1651	10.2876
O	11.5381	7.0088	16.4392
O	8.2877	10.1298	17.848
O	3.2641	8.5399	10.1036
O	7.5781	3.8338	15.5286
O	3.1174	4.2761	17.8757
O	2.8961	3.8834	13.702
O	1.333	8.1986	12.4408
O	1.2044	5.6727	13.0605
O	4.9706	8.3001	14.865
O	11.1561	2.4178	20.3202
O	10.9747	9.985	12.7559
O	5.2888	3.5708	12.3731
O	5.0752	3.1972	14.93
O	6.4708	4.8193	20.6053
O	8.392	1.5483	16.6391
O	10.4112	1.2384	11.455
O	10.8695	6.611	11.655
O	3.264	8.6639	19.8615
O	1.7123	6.4382	10.5164
O	7.1779	8.2314	19.9694
O	8.5057	7.5811	17.7655
O	3.6713	6.4239	13.6132
O	9.5508	4.9619	13.3425
O	5.4958	9.982	20.8066
O	10.329	7.363	14.1481
O	8.7672	6.1797	19.9957
O	7.0721	5.7137	10.6649
O	5.2719	10.5426	16.3742
O	9.0578	1.1508	19.2441
O	11.5761	3.1609	10.1808
O	9.7659	8.704	19.8895

Results
free energy: -144757.764 eV
free energy less fixed offsets of O -568.88, P -755.39, Si -635.61 eV per atom: -4.114 eV

Forces (eV/angstrom), in the order of the atoms: element, x, y, z
Si	0.0472	0.0789	-0.0126
Si	0.0172	0.0583	0.0029
Si	-0.0487	0.0507	-0.0164
Si	-0.0252	-0.0113	0.0572
Si	0.0072	-0.0465	0.0525
Si	-0.0044	-0.0663	0.0169
Si	0.0241	0.0538	0.0073
Si	-0.0423	0.0106	0.0188
Si	-0.0407	0.0595	0.015
Si	0.0437	-0.0669	0.0038
Si	0.0289	-0.0368	-0.0022
Si	-0.0175	-0.0541	0.0215
Si	0.0147	0.0008	-0.0571
Si	-0.0635	0.0431	-0.0521
Si	-0.0063	0.0379	0.0083
Si	-0.0227	-0.0197	0.0079
P	0.0795	0.0274	0.0389
Si	0.0067	-0.0469	0.0024
Si	-0.0127	0.001	0.0071
Si	0.0047	0.0006	0.0066
Si	0.005	0.0062	0.0021
Si	0.0021	-0.0053	0.0151
Si	-0.0011	-0.0058	0.0332
Si	-0.0032	-0.007	-0.0033
Si	0.0033	0.006	0.0232
Si	0.0019	0.0025	-0.0255
Si	-0.0136	0.0224	0.0037
Si	-0.0271	-0.0183	-0.0067
Si	0.0216	-0.0312	0.0261
Si	0.0073	-0.0184	-0.0069
Si	0.003	0.01	-0.0058
Si	-0.0209	-0.0417	-0.0222
Si	-0.0123	0.0213	-0.0069
Si	0.0076	0.0068	0.0011
Si	0.0032	0.0083	-0.014
Si	0.0159	-0.0255	0
Si	0.0125	0.0068	0.0165
Si	0.0009	0.0085	-0.0121
Si	0.0051	0.0149	-0.0168
Si	-0.004	-0.0071	0.0012
Si	-0.011	-0.0017	-0.0161
Si	-0.0081	-0.0156	0.0135
Si	-0.0155	-0.0027	-0.0144
Si	-0.0083	-0.0087	0.0072
Si	-0.0078	0.0204	0.0346
Si	-0.001	-0.004	-0.0129
Si	0.0072	-0.0101	-0.0042
Si	0.0174	-0.0059	0.0062
Si	-0.0076	0.0089	-0.0028
Si	-0.0012	0.0153	-0.001
Si	0.0031	0.0026	-0.0079
Si	-0.0032	0.0011	-0.0046
Si	0.0009	0.0007	0.0104
Si	-0.0007	-0.0135	0.0128
Si	0.0004	0.005	0.0084
Si	-0.0001	0.0007	0.0032
Si	0	0.0077	0.0047
Si	0.0019	-0.009	-0.0005
Si	-0.0024	0.0009	-0.0062
Si	-0.0008	-0.0083	-0.016
Si	0.0045	-0.0037	0.0127
Si	-0.0085	-0.0073	-0.004
Si	0.0035	0.0046	0.0027
Si	-0.0135	-0.0005	-0.0109
Si	0.0013	0.004	-0.0012
Si	0.0094	0.0032	0.001
Si	-0.0013	0.0002	-0.0108
Si	0.0046	-0.0031	-0.0048
Si	-0.0054	0.0044	0.0086
Si	-0.0045	0.0039	0.0112
Si	0.0013	-0.0035	0.0074
Si	0.0017	-0.0015	0.0036
Si	-0.0025	-0.0014	-0.0042
Si	-0.0048	0.0039	-0.0033
Si	0.0039	0.0023	-0.0006
Si	-0.0013	0.003	-0.0047
Si	0.0053	0.0038	-0.0019
Si	-0.0002	-0.001	-0.0052
Si	-0.0045	-0.0021	0.001
Si	0.0048	-0.0088	-0.0042
Si	-0.0039	-0.0067	-0.0044
Si	-0.0003	0.0026	0.0038
Si	0.0014	0.0037	0.002
Si	0.0025	0.0053	-0.0013
Si	-0.0042	-0.0074	0.0114
Si	-0.0001	-0.009	0.0069
Si	-0.0055	-0.0052	0.0054
Si	0.0054	0.0064	0.0087
Si	-0.0004	0.0079	0.0089
Si	0.0068	0.007	0.0048
Si	-0.0003	-0.0062	0.006
Si	0.0001	-0.009	0.0054
Si	-0.0002	-0.0052	0.0075
Si	0.0023	0.0063	0.0065
Si	0.0051	0.0049	0.0104
Si	0.0017	0.0032	0.0028
Si	-0.0044	0.0078	-0.0122
Si	-0.0047	-0.0006	-0.0207
Si	-0.002	0.0092	-0.0137
Si	-0.0001	0.0015	-0.0152
Si	0.0143	0.0001	-0.0084
Si	0.0101	-0.0061	-0.0196
Si	0.0006	0.0045	-0.013
Si	-0.0007	0	-0.0112
Si	-0.0003	0.0119	-0.0133
Si	0.0015	-0.0055	-0.0185
Si	0.0022	-0.0084	-0.0176
Si	0.0034	-0.0123	-0.012
O	0.0096	0.0258	0.0042
O	-0.0116	-0.0228	0.0039
O	0.0007	-0.0154	0.0192
O	-0.0006	-0.0147	0.0179
O	-0.002	0.0176	0.0118
O	0.0028	-0.0199	-0.0008
O	0.0066	0.0297	0.0074
O	0.0182	0.0124	-0.0041
O	-0.0105	-0.0232	0.0048
O	-0.017	0.0165	-0.0027
O	0.0083	0.0277	0.0076
O	-0.0119	-0.0296	0.0102
O	-0.0191	-0.054	-0.0048
O	-0.0029	-0.0165	-0.0094
O	0.0015	0.0485	-0.0359
O	0.0414	-0.0392	-0.0414
O	0.0099	-0.0332	-0.0043
O	0.0055	0.0439	-0.0207
O	0.0016	0.014	-0.0082
O	-0.0012	0.048	-0.0179
O	0.0105	-0.0122	-0.0057
O	0.0001	-0.0334	-0.0126
O	-0.0104	0.0123	-0.0476
O	0.0056	0.021	-0.0206
Si	0.003	0.0102	0.0147
Si	0.0022	-0.0053	-0.0406
Si	-0.0009	0.0004	-0.0073
Si	0.0031	0.0021	-0.0124
Si	-0.0053	-0.0076	-0.0162
Si	0.0104	0.0108	-0.0228
Si	-0.0026	-0.001	0.0035
Si	-0.0019	0.0047	0.0127
Si	-0.0074	0.0044	-0.0169
Si	0.0035	0.0005	-0.008
Si	-0.0021	0.0101	0.0127
Si	-0.0142	-0.0002	-0.0437
Si	0.0006	-0.0035	-0.0248
Si	-0.0002	0.0008	-0.0124
Si	-0.0143	0.0433	-0.0006
Si	0.0054	-0.0118	-0.0296
Si	-0.0036	0.0019	-0.0431
Si	-0.004	0.0001	-0.0327
Si	0.0032	0.0074	-0.0003
Si	0.0019	-0.0078	0.0112
Si	0.0031	0.0009	0.0412
Si	-0.0033	-0.0013	-0.0237
Si	-0.0045	-0.001	-0.0018
Si	-0.0108	0.0028	0.0293
Si	0.0047	0.0033	0.008
Si	0.0033	-0.0062	0.0067
Si	0.0293	0.0061	-0.0005
Si	0.0016	0.005	-0.0236
Si	0.0015	0.0021	0.0039
Si	-0.0083	0.0081	0.0082
Si	0.0055	0.0003	0.0131
Si	0.0044	0.0039	0.0081
Si	0	-0.0093	0.0083
Si	-0.0106	0.0053	0.0069
Si	0.004	-0.003	0.0127
Si	0.0173	-0.0137	0.007
Si	0.0038	-0.0047	-0.0042
Si	0.0013	-0.0013	0.0141
Si	-0.0028	-0.0013	-0.0376
O	-0.0061	0.006	0.0044
O	-0.0044	0.0036	-0.0121
O	-0.001	-0.0095	0.0224
O	0.0023	0.0132	0.0123
O	-0.0014	-0.0006	0.0133
O	-0.0082	0.0127	0.0048
O	0.003	0.0079	-0.0013
O	0.0016	-0.0036	0.0107
O	-0.0002	-0.0023	0.021
O	-0.007	-0.0091	-0.0092
O	0.0052	-0.009	-0.0097
O	0.0144	-0.0039	-0.0122
O	-0.0036	-0.0033	0.0211
O	0.0092	-0.0034	-0.0042
O	0.0141	-0.0028	0.0083
O	-0.0033	-0.0011	0.011
O	-0.009	0.0118	-0.0008
O	-0.0085	-0.0021	0.0013
O	-0.0015	-0.017	0.0214
O	-0.0047	0.0029	0.0169
O	-0.008	0.005	-0.0056
O	-0.006	0.0045	-0.0149
O	0.0005	-0.0168	0.028
O	-0.0014	0.0014	0.0032
O	-0.0049	-0.0039	-0.0016
O	0.0051	-0.0015	0.0133
O	-0.0002	-0.0028	-0.0001
O	-0.0007	0.0055	0.0066
O	0.022	0.0272	-0.0049
O	-0.0016	-0.0043	0.0097
O	0.0013	0.0006	0.0126
O	-0.0011	-0.0005	-0.0141
O	0.0032	-0.0135	0.0015
O	-0.0005	0.0036	0.0148
O	-0.0064	-0.0062	-0.0126
O	0.0025	-0.0031	0.0094
O	0.002	-0.006	0.0238
O	-0.0035	-0.0032	-0.0182
O	-0.0023	-0.0018	0.0113
O	0.0002	-0.0021	0.0255
O	0.0016	0.0021	-0.0047
O	-0.0016	0.0051	-0.0058
O	0.0019	-0.0033	-0.0012
O	-0.0035	0.0009	0.0071
O	-0.0083	-0.0053	0.0117
O	0.0104	-0.0016	-0.0004
O	-0.0038	0.0009	0.0019
O	-0.0018	0.0007	0.0108
O	-0.0161	-0.008	0.0092
O	0.0022	0.0076	0.0063
O	0.0026	0.0002	-0.0148
O	-0.0033	-0.0006	-0.0119
O	-0.0033	-0.0129	0.0204
O	-0.0039	-0.0075	-0.0077
O	0.0107	-0.0104	0.0023
O	-0.0013	-0.0003	0.0085
O	-0.001	-0.0019	0
O	0.0049	-0.001	-0.0023
O	-0.0247	-0.005	0
O	0.0016	-0.0027	0.0043
O	-0.0013	0.013	0.0166
O	-0.0019	0.01	-0.0057
O	0.0036	-0.0054	0.0087
O	-0.0044	-0.0036	0.0159
O	0.0122	-0.0097	0.0016
O	-0.0147	-0.0081	0.0078

The program warned: the cutoff lies below the one the program advises for these potential files; the forces do not sum to zero within the program's tolerance; the exchange-correlation potential is rough where the density is thin.
